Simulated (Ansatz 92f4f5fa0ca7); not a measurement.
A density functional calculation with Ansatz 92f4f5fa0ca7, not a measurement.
Periodic cell of 215 atoms, Si133O82, from a study of silicon, its oxide and their interface. The atomic structure is a simulated model.
Doubt: the cutoff is far below the 930 eV that the study's wrapper takes by default for these files, so forces and energies are approximate.

Settings
functional: PBE
potential files: Ansatz PAW
basis: plane waves
wave-function cutoff: 580 eV
density cutoff ratio: 5
exchange-correlation grid ratio: 1
k mesh: 1 x 1 x 1, Gamma-centred
self-consistency stop: 5e-08 eV per atom in the density residual
occupations: fixed
spin: none
net charge: 0

Cell vectors (angstrom)
a  10.938  0  0
b  0  10.938  0
c  0  0  31.83

Atoms and the computed forces on them: element, x, y, z (angstrom), force x, y, z (eV/angstrom)
Si  -0.4589  0.7057  24.3315  0.6148  -0.3712  -0.2032
Si  5.9787  -0.5493  24.4302  -0.2988  0.3462  -0.1936
Si  2.1886  3.4478  24.4331  0.4367  -0.4144  -0.1391
Si  8.7007  2.346  24.4649  -0.4574  0.5356  -0.1531
Si  0.4144  5.0102  24.4841  -0.4359  0.4578  -0.2628
Si  5.1375  6.1794  24.3878  0.9772  -0.3004  -0.1008
Si  3.2231  7.6189  24.1995  -0.7784  0.2841  -0.5001
Si  7.7029  8.7782  24.7218  0.5407  -0.3611  0.1439
Si  1.3314  1.5314  25.6428  0.1288  0.1001  -0.0893
Si  6.8781  1.3365  25.6267  -0.0716  -0.0832  -0.1346
Si  4.1529  4.2491  25.526  -0.1216  -0.0188  -0.0521
Si  9.5871  4.1027  25.7597  0.0671  -0.0733  0.0558
Si  1.4523  6.825  25.6136  -0.104  -0.0487  0.0087
Si  6.7376  6.9835  25.9153  0.0562  0.1219  0.0163
Si  4.0612  9.52  25.5102  -0.0078  0.0327  0.0772
Si  9.6335  9.7561  25.6331  -0.1617  0.032  -0.0447
Si  2.7184  0.0293  26.9143  -0.0978  -0.0813  0.1195
Si  8.208  0.0302  27.0894  0.0461  -0.0176  -0.0295
Si  -0.0029  2.7574  27.1291  -0.0772  0.028  0.0507
Si  5.4554  2.7603  26.9285  0.0572  0.0533  0.0853
Si  2.7688  5.4776  27.0563  -0.0054  -0.02  -0.0621
Si  8.1761  5.5016  27.0516  -0.0506  -0.096  0.0125
Si  0.0217  8.2381  26.9501  0.0456  -0.0124  0.0343
Si  5.3382  8.3135  27.1463  -0.0926  -0.004  0.0619
Si  4.1018  1.3673  28.4117  0.0081  0.0594  -0.8644
Si  9.5708  1.3673  28.4117  -0.0306  0.1198  0.6144
Si  1.3673  4.1018  28.4117  0.3227  0.1822  0.3573
Si  6.8362  4.1018  28.4117  -0.1698  -0.178  -0.3711
Si  4.1018  6.8362  28.4117  -0.3359  0.084  0.6731
Si  9.5708  6.8362  28.4117  0.2316  0.2964  -0.473
Si  1.3673  9.5708  28.4117  0.1476  0.1677  -0.6454
Si  6.8362  9.5708  28.4117  -0.1146  0.3432  0.3841
Si  0  0  29.779  -0.0462  0.0101  -0.0158
Si  5.469  0  29.779  0.2044  0.075  0.0343
Si  2.7345  2.7345  29.779  -0.0284  0.0461  -0.0065
Si  8.2035  2.7345  29.779  0.0503  -0.0536  0.0224
Si  0  5.469  29.779  0.1545  0.0852  0.0082
Si  5.469  5.469  29.779  -0.0027  0.0268  -0.0176
Si  2.7345  8.2035  29.779  0.0013  -0.1508  0.0519
Si  8.2035  8.2035  29.779  -0.0142  -0.0307  -0.0347
Si  1.3673  1.3673  31.1462  -0.0023  -0.0213  0.01
Si  6.8362  1.3673  31.1462  -0.078  0.0895  -0.0036
Si  4.1018  4.1018  31.1462  0.0289  -0.0292  0.0127
Si  9.5708  4.1018  31.1462  -0.0789  -0.0306  -0.0481
Si  1.3673  6.8362  31.1462  -0.0887  0.0924  -0.0045
Si  6.8362  6.8362  31.1462  -0.0011  -0.035  0.0001
Si  4.1018  9.5708  31.1462  -0.032  0.0228  -0.0456
Si  9.5708  9.5708  31.1462  0.0175  0.0118  0.007
Si  2.7345  0  0.6835  0.0681  -0.0491  0.043
Si  8.2035  0  0.6835  0.0038  0.0011  0.0058
Si  0  2.7345  0.6835  -0.0365  0.086  -0.0056
Si  5.469  2.7345  0.6835  0.1017  -0.0707  0.0148
Si  2.7345  5.469  0.6835  -0.0438  0.0434  0.0049
Si  8.2035  5.469  0.6835  0.0627  0.0136  0.0484
Si  0  8.2035  0.6835  0.0591  -0.1176  0.0108
Si  5.469  8.2035  0.6835  -0.0209  0.0256  -0.0145
Si  4.1018  1.3673  2.0507  0.0034  0.1733  0.0021
Si  9.5708  1.3673  2.0507  0.014  -0.0266  -0.0378
Si  1.3673  4.1018  2.0507  -0.0359  -0.1598  -0.0519
Si  6.8362  4.1018  2.0507  -0.1523  -0.0613  0.0325
Si  4.1018  6.8362  2.0507  0.0961  -0.0076  -0.0613
Si  9.5708  6.8362  2.0507  -0.0341  0.1052  0.021
Si  1.3673  9.5708  2.0507  -0.1778  0.0076  -0.0065
Si  6.8362  9.5708  2.0507  -0.0342  -0.0632  -0.0062
Si  0  0  3.418  -0.0008  -0.195  -0.4712
Si  5.469  0  3.418  0.0364  -0.2753  0.367
Si  2.7345  2.7345  3.418  -0.1026  0.0355  -0.7218
Si  8.2035  2.7345  3.418  0.0027  -0.2901  0.2042
Si  0  5.469  3.418  0.0615  -0.0378  0.5173
Si  5.469  5.469  3.418  -0.3137  0.2196  -0.3636
Si  2.7345  8.2035  3.418  0.1389  -0.2422  0.6738
Si  8.2035  8.2035  3.418  0.0506  -0.1735  -0.1966
Si  1.4334  1.3028  4.7011  0.1325  -0.0385  -0.1533
Si  6.8507  1.3267  4.8206  0.0468  0.007  0.0304
Si  4.0011  4.1636  4.7257  -0.0486  0.0771  -0.1025
Si  9.5946  4.0385  4.8092  0.0379  0.0734  0.0187
Si  1.3992  6.783  4.8895  0.0072  0.0562  0.0767
Si  6.8535  6.7923  4.7538  0.0293  -0.0937  -0.1299
Si  4.1443  9.5328  4.8677  -0.0388  -0.0395  -0.0043
Si  9.5806  9.5564  4.7571  0.1156  0.0425  -0.0526
Si  2.7149  -0.0249  6.1872  0.0576  0.06  -0.0132
Si  8.2476  -0.077  6.2247  0.0541  0.0564  0.0437
Si  0.0772  2.5957  6.0491  -0.0377  0.0219  0.0446
Si  5.3249  2.732  5.9475  0.0604  -0.0279  0.0084
Si  2.6873  5.3356  6.3831  0.0146  0.0983  -0.0119
Si  8.1241  5.329  6.1428  -0.1038  0.027  0.0724
Si  -0.0084  8.2011  6.1796  -0.0027  -0.038  -0.0018
Si  5.5406  8.0963  6.2172  -0.0763  0.1235  0.0095
Si  3.6057  1.8731  7.312  0.3619  -0.5182  0.229
Si  10.1746  0.7857  7.3119  -0.5654  0.362  0.1602
Si  1.7185  3.3676  7.547  -0.5938  0.1698  0.3406
Si  6.1748  4.4365  7.2844  0.4223  -0.528  0.1687
Si  4.6651  6.2361  7.4005  -0.3831  0.3522  0.2681
Si  9.0563  7.183  7.2023  0.3999  -0.393  0.087
Si  0.9142  10.0172  7.4275  0.4725  -0.4202  0.248
Si  7.4688  8.9351  7.3639  -0.2555  0.2193  0.3485
O  4.5922  6.4948  9.0484  0.0228  -0.1821  -0.3562
O  0.9138  3.2424  9.0731  0.3198  -0.0372  -0.3336
O  9.1693  6.8021  8.8432  -0.1913  0.2039  -0.2668
O  -1.0635  9.5236  15.8109  -0.0073  -0.0309  -0.0039
O  6.1056  3.7844  8.8458  -0.1986  0.2734  -0.1855
O  4.3953  1.6351  8.7926  -0.237  0.1548  -0.2588
O  7.5669  8.9709  9.073  0.1617  -0.1857  -0.3476
O  9.9201  1.3328  8.8789  0.195  -0.1261  -0.274
O  8.244  3.162  23.0704  0.2318  -0.2143  0.363
O  10.855  5.2276  22.9018  0.1878  -0.2064  0.2705
O  5.6453  -0.4501  22.7679  0.1304  -0.1856  0.3301
O  6.1788  6.1849  23.0325  -0.4204  0.0147  0.1132
O  5.7861  5.339  19.0766  -0.0257  -0.0581  0.152
O  2.6389  7.6361  22.5886  0.4137  -0.1197  0.6369
O  8.1728  8.0983  23.2858  -0.2169  0.0638  -0.0316
O  0.204  11.46  22.8015  -0.2732  0.1394  0.3727
Si  7.661  2.9242  21.5813  -0.0356  0.0723  -0.3704
Si  15.9978  -8.1051  9.6945  0.2464  -0.0256  0.2338
Si  9.5543  -17.8162  19.4  -0.1243  0.0122  -0.2134
Si  12.3874  8.1232  18.4435  -0.0393  0.0313  -0.1303
Si  -1.9245  13.184  12.268  -0.2054  -0.0985  0.1648
Si  -9.1302  6.3126  13.0522  -0.0261  0.0793  -0.0593
Si  -3.3493  4.031  14.1729  0.007  -0.0832  0.0082
Si  6.7809  -4.1842  15.1554  -0.0355  -0.1495  0.121
Si  14.0338  1.6887  16.6199  0.1252  -0.0057  -0.1124
Si  3.1763  2.5767  21.6038  0.0467  -0.0239  -0.2025
Si  14.7398  4.4739  11.8156  -0.0025  -0.0147  0.2444
Si  -0.6987  16.9704  21.6341  0.0817  -0.0613  -0.2898
Si  5.2622  1.3159  18.8475  0.1826  0.1758  -0.2382
Si  22.8426  11.2043  21.3884  -0.0759  -0.0559  -0.3241
Si  17.2646  11.9741  11.8829  0.0927  -0.1176  0.2204
Si  5.5452  11.7211  21.7274  -0.0518  0.0615  -0.3028
Si  -10.8737  13.0067  9.8771  -0.1975  0.0864  0.1895
Si  -0.953  10.0763  19.238  -0.146  -0.0662  -0.1651
Si  4.9679  2.5739  14.129  0.1288  -0.0714  -0.049
Si  8.2309  -3.2695  9.8832  -0.0192  0.1149  0.288
Si  7.3586  8.3953  19.703  0.1195  -0.0273  -0.2795
Si  1.6154  -2.8477  21.3966  -0.164  -0.0102  -0.2631
Si  3.2055  -1.2095  16.5295  0.0367  -0.0363  -0.0785
Si  5.3254  6.7812  10.4751  -0.0096  0.1075  0.2802
Si  -5.5233  -6.912  20.0159  0.157  -0.0562  -0.3467
Si  7.1772  -5.1808  18.2371  -0.0214  0.0175  -0.0979
Si  1.5502  -0.6089  10.5065  0.1076  -0.0066  0.4259
Si  0.5908  6.2015  16.0077  0.0483  0.0814  -0.1003
Si  -1.4452  2.1079  15.1235  -0.053  -0.0509  -0.0399
Si  -2.0792  -0.3946  16.5523  -0.0693  0.1103  0.0102
Si  -4.7664  9.9747  17.564  0.0889  0.0502  0.0035
Si  15.4219  9.6213  11.6415  0.0619  0.0827  0.1278
Si  4.0248  -2.8019  14.1563  0.0435  0.1089  -0.0694
Si  29.2608  -3.896  22.3282  0.0225  0.0197  -0.0744
Si  -10.4697  3.2281  17.0947  -0.1157  -0.0674  0.0447
Si  -0.371  -2.6709  12.0074  0.1423  -0.1392  0.1287
Si  9.4489  -2.7156  14.9291  0.0654  0.0107  -0.0172
O  -4.498  3.9872  21.2913  0.0421  0.0958  0.1464
O  21.5774  3.1927  18.5367  0.0608  -0.0113  0.0289
O  17.9776  1.4131  21.5334  0.0139  -0.0953  0.1679
O  10.4021  5.2209  20.2046  0.0819  0.1226  0.2236
O  6.2445  3.3364  14.7646  -0.0005  0.0273  0.0005
O  -0.9015  2.6515  11.073  0.2209  0.0064  -0.227
O  10.0158  -2.3226  13.477  -0.0381  0.0253  -0.042
O  15.7666  9.8307  16.6876  -0.0291  -0.0179  -0.0224
O  11.509  6.9307  12.1769  -0.0249  0.0163  -0.0093
O  4.4444  12.7699  22.332  0.0591  0.0331  0.2101
O  2.0377  -8.1174  17.1049  0.0341  -0.01  0.0558
O  13.9464  8.6552  15.3245  -0.0371  0.032  0.0287
O  2.034  7.5664  19.8818  0.0373  0.0156  0.1319
O  10.1268  6.9066  15.5947  0.0154  -0.025  0.0273
O  -4.528  0.5881  17.9782  -0.1249  -0.0262  0.0868
O  5.2711  18.2153  14.7886  0.0365  -0.0165  -0.001
O  5.7415  -0.3459  11.2821  -0.021  -0.0802  -0.0954
O  7.9679  -9.9351  11.9702  0.0222  0.0477  -0.036
O  15.6944  8.2328  10.8848  0.0195  -0.0984  -0.1165
O  6.0993  -1.8987  18.8883  -0.0142  -0.0167  0.0947
O  4.209  3.5476  13.0836  -0.0577  0.0738  -0.0954
O  6.9641  17.7328  10.4471  0.0861  -0.0182  -0.1604
O  -19.3356  -1.7349  17.9045  -0.008  -0.0019  0.0937
O  9.5213  10.9863  17.9664  0.0322  -0.0207  0.0895
O  5.9895  2.2395  10.8664  -0.0763  0.1487  -0.2068
O  5.8673  -8.1462  19.0589  -0.0568  0.0345  0.1213
O  -9.4898  -4.9152  14.6207  -0.043  -0.0556  0.0723
O  6.735  7.9114  21.1159  -0.07  -0.0884  0.1245
O  3.0609  -0.6986  11.1272  -0.0936  0.0296  -0.1114
O  1.6561  -1.2137  21.4361  0.0726  0.0244  0.0923
O  5.5635  -9.6584  13.3196  -0.0017  0.0396  -0.007
O  15.8272  -5.2628  11.5963  0.0752  0.0341  -0.1012
O  8.0611  14.4713  12.6785  0.033  0.0184  0.007
O  4.9823  11.3984  20.2181  -0.0056  -0.0357  0.2233
O  2.3039  -5.9235  12.1901  -0.0304  -0.0416  -0.0731
O  3.9025  1.3966  17.9972  -0.0644  -0.0488  0.0938
O  -6.4002  -1.532  13.2667  -0.008  -0.0582  0.0201
O  7.8467  7.9501  14.8743  -0.0598  0.004  0.0058
O  14.7477  3.6235  10.4175  -0.0456  -0.0018  -0.2367
O  9.9138  12.7555  13.5701  -0.0068  0.062  -0.0215
O  8.3597  -6.3118  18.4034  0.0493  0.0419  0.0968
O  -1.6818  -2.8648  11.0741  -0.2403  -0.0417  -0.1351
O  1.2917  7.0026  17.2576  0.0044  -0.0503  0.0806
O  0.2789  -6.2174  16.5359  0.0165  0.0554  -0.0022
O  1.463  9.7035  8.9967  -0.2218  0.0629  -0.5025
O  7.2911  5.6096  14.1106  0.0014  0.0916  -0.052
O  11.0267  -14.3972  21.6032  0.042  0.0207  0.1268
O  2.5206  0.2284  16.1494  -0.0206  -0.0031  0.0236
O  3.8584  3.6758  20.5146  -0.1911  -0.138  0.197
O  12.0463  0.9662  10.5003  0  0.1451  -0.1772
O  0.0181  -2.0783  18.7363  0.0545  -0.0473  0.078
O  8.6308  9.4111  19.9015  0.0184  -0.0066  0.0761
O  13.0344  1.4366  21.0396  -0.0316  0.1127  0.1022
O  -2.4266  0.9131  15.6505  0.0208  0.0279  -0.0024
O  7.5172  -12.2365  16.7556  -0.0164  -0.0195  -0.0651
O  6.7894  6.099  16.6751  -0.0257  0.0518  -0.0023
O  7.8605  7.0973  18.8608  0.0324  0.0261  0.0612
O  2.4102  3.3845  22.7716  -0.1845  0.1537  0.2299
O  11.4711  9.4983  11.4679  0.0187  0.0599  -0.092
O  -6.9476  2.2176  15.3684  -0.062  0.0064  0.0653
O  8.7723  3.5771  15.2069  -0.0244  -0.0359  0.0075
O  8.8562  3.0583  20.4846  -0.083  -0.0768  0.1808
O  -0.1462  2.1252  16.0713  0.0552  0.0348  0.0102
O  -0.1871  11.1136  20.2283  0.1244  0.0764  0.1576
O  3.0989  -14.5793  13.1201  0.0224  -0.0215  0.0072
O  -2.3257  6.1202  21.7807  -0.0961  -0.0724  0.0492

Results
free energy: -131183.224 eV
free energy less fixed offsets of O -568.88, Si -635.61 eV per atom: 1.066 eV

The program warned: the cutoff lies below the one the program advises for these potential files; the forces do not sum to zero within the program's tolerance; the exchange-correlation potential is rough where the density is thin.
